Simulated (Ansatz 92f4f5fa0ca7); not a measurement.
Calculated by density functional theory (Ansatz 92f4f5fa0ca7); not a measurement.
Periodic cell of 221 atoms, Si131O86B1H3, from a study of silicon, its oxide and their interface. The atomic structure is a simulated model.
Doubt: the cutoff is low for norm-conserving oxygen, so forces and energies are approximate.
Doubt: the program's own warning below bears on the result.

Settings
functional: HSE06
potential files: SPMS norm-conserving
basis: plane waves
wave-function cutoff: 800 eV
density cutoff ratio: 4
exchange-correlation grid ratio: 1
k mesh: 1 x 1 x 1, Gamma-centred
occupations: fixed
spin: none
net charge: 0

Cell vectors (angstrom)
a  10.938  0  0
b  0  10.938  0
c  0  0  32.1424

Atoms: element, x, y, z (angstrom)
Si  10.7593  0.233  24.6573
Si  5.7582  10.5085  24.6351
Si  2.6149  3.0557  24.5564
Si  8.5466  2.4714  24.6914
Si  0.3099  5.2138  24.7584
Si  5.3501  5.6964  24.6246
Si  3.076  7.8824  24.6856
Si  8.1261  8.4155  24.7541
Si  1.483  1.3804  25.874
Si  6.8649  1.3037  25.8796
Si  4.1719  4.1346  25.9607
Si  9.6676  4.034  26.0479
Si  1.4724  6.7978  26.036
Si  6.9188  6.8155  25.9991
Si  4.1869  9.4626  26.032
Si  9.6541  9.6151  26.0519
Si  2.7902  -0.0248  27.2859
Si  8.219  0.0067  27.3772
Si  0.121  2.6817  27.375
Si  5.519  2.6972  27.2708
Si  2.8105  5.4406  27.4161
Si  8.2617  5.4212  27.3488
Si  0.0721  8.1905  27.3537
Si  5.5478  8.1459  27.4259
Si  4.1356  1.3565  28.6736
Si  9.6148  1.3618  28.7248
Si  1.421  4.0782  28.7516
Si  6.8612  4.0641  28.6945
Si  4.1528  6.8118  28.776
Si  9.6095  6.8232  28.7101
Si  1.4158  9.5774  28.709
Si  6.8764  9.5667  28.7531
Si  0.0177  -0.0177  30.0884
Si  5.4772  -0.0053  30.0841
Si  2.7689  2.7078  30.0911
Si  8.2267  2.7212  30.0849
Si  0.0242  5.4498  30.0887
Si  5.5039  5.4301  30.1006
Si  2.7562  8.1953  30.0942
Si  8.2318  8.187  30.0943
Si  1.3673  1.3673  31.4587
Si  6.8362  1.3673  31.4587
Si  4.1018  4.1018  31.4587
Si  9.5708  4.1018  31.4587
Si  1.3673  6.8362  31.4587
Si  6.8362  6.8362  31.4587
Si  4.1018  9.5708  31.4587
Si  9.5708  9.5708  31.4587
Si  2.7345  0  0.6835
Si  8.2035  0  0.6835
Si  0  2.7345  0.6835
Si  5.469  2.7345  0.6835
Si  2.7345  5.469  0.6835
Si  8.2035  5.469  0.6835
Si  0  8.2035  0.6835
Si  5.469  8.2035  0.6835
Si  4.0851  1.3871  2.0443
Si  9.5565  1.3661  2.0659
Si  1.356  4.1057  2.0594
Si  6.7896  4.1312  2.0191
Si  4.0874  6.8485  2.0706
Si  9.5442  6.8741  2.0452
Si  1.3362  9.5866  2.0435
Si  6.8388  9.5663  2.0667
Si  -0.0416  -0.0353  3.4608
Si  5.4404  0.0112  3.3851
Si  2.7017  2.7216  3.4459
Si  8.1018  2.7385  3.346
Si  -0.0447  5.4993  3.3739
Si  5.4685  5.4866  3.4509
Si  2.6857  8.233  3.4041
Si  8.2079  8.227  3.486
Si  1.3112  1.3359  4.8138
Si  6.7926  1.365  4.7631
Si  4.0931  4.0972  4.7928
Si  9.3945  4.1868  4.6337
Si  1.2906  6.8803  4.7612
Si  6.8218  6.8754  4.8522
Si  4.0211  9.6527  4.7454
Si  9.561  9.5626  4.9387
Si  2.596  -0.0689  6.2749
Si  8.1433  0.0593  6.2264
Si  -0.2232  2.7739  5.8867
Si  5.391  2.667  6.1704
Si  2.7213  5.5302  6.0661
Si  8.1836  5.4945  6.2328
Si  0.0375  8.2223  6.3563
Si  5.4211  8.3292  6.0964
Si  4.2188  1.1348  7.6064
Si  9.2798  1.7322  7.4718
Si  1.045  4.272  7.0786
Si  6.9547  3.866  7.4659
Si  3.8339  7.1702  7.3611
Si  9.8666  6.4697  7.68
B  1.7916  9.0982  7.0156
Si  6.4989  9.8888  7.5132
O  2.6411  8.3046  7.7365
O  8.1225  2.8079  8.0267
O  4.2129  6.7921  24.1205
O  9.6315  1.3502  24.1402
O  5.368  0.0414  8.0846
O  0.0865  5.3134  7.9382
O  1.4031  4.114  24.1906
O  6.9804  9.4782  24.2331
H  7.0903  9.2299  8.7167
O  4.4897  6.6616  8.7814
O  9.318  6.752  9.2264
O  3.6797  1.8632  9.0176
O  1.6444  3.0732  8.0201
O  6.1065  4.509  8.7422
O  10.1165  1.1494  8.7779
H  0.3706  10.5095  23.4326
H  2.4462  8.5048  23.4808
O  10.6533  5.901  23.3975
O  6.0234  5.0327  23.2618
O  4.9934  10.7606  23.2005
O  7.9846  3.2378  23.355
O  8.8436  7.8553  23.388
O  3.3218  2.7054  23.1026
Si  6.5864  1.5091  15.415
Si  4.9625  10.7774  21.573
Si  7.7322  7.5991  16.0224
Si  5.9747  1.5211  12.2218
Si  0.8047  0.0339  17.2767
Si  1.1605  1.5404  14.4931
Si  6.4997  5.2686  17.8608
Si  10.6911  1.3459  10.2974
Si  7.3129  4.4152  22.4661
Si  3.088  8.8078  17.1553
Si  4.0505  5.4501  19.8313
Si  5.3027  4.7779  15.1408
Si  0.1187  10.1117  12.453
Si  1.955  2.0367  19.162
Si  9.517  6.6564  22.5262
Si  8.4695  3.2431  11.5785
Si  0.2144  7.5683  19.9337
Si  3.1945  5.1755  11.2807
Si  9.3231  9.4383  18.0196
Si  4.9157  1.7154  18.0019
Si  6.9894  3.1176  19.5823
Si  0.317  4.5242  15.3968
Si  2.7289  6.6094  14.9654
Si  5.5728  5.7776  9.627
Si  8.474  8.1617  12.9884
Si  2.7081  8.1111  12.2599
Si  3.5705  2.6326  21.4922
Si  8.3799  6.2711  10.4878
Si  6.9884  0.1595  19.4737
Si  8.2514  3.9386  14.678
Si  3.6409  2.9865  13.2692
Si  3.245  8.3322  20.2292
Si  5.585  9.7083  15.5634
Si  5.5244  9.5176  12.5076
Si  2.3564  2.7488  9.4284
Si  1.321  4.9342  18.4548
O  1.4426  9.1705  12.0773
O  8.4165  4.654  10.7536
O  4.2074  9.7635  16.4365
O  4.2432  5.9719  14.7842
O  4.5494  2.3138  12.088
O  6.4397  10.4978  20.9002
O  7.1253  2.3159  11.3698
O  2.6374  7.7707  13.8426
O  5.4973  2.9023  18.9486
O  2.2588  1.9816  20.7608
O  4.5857  3.4691  14.5001
O  8.7969  8.4958  16.8233
O  8.834  7.0294  11.8589
O  1.2426  0.9388  15.9997
O  6.3457  1.4999  13.8076
O  4.8053  5.3102  10.9947
O  9.5974  4.7261  15.2657
O  0.4355  0.3894  13.5484
O  0.4878  6.128  19.1932
O  1.6078  8.3112  20.3875
O  3.7809  6.8386  20.6925
O  7.6053  4.2257  18.5295
O  2.6061  4.2298  10.0826
O  6.2603  8.2735  15.8713
O  6.7632  10.85  15.8069
O  5.0656  9.8397  14.0324
O  2.9213  4.318  12.6481
O  2.5311  6.6852  11.4123
O  7.4389  6.3297  17.03
O  2.6167  1.8476  13.8183
O  7.8362  2.5907  15.5857
O  9.786  2.4415  11.0808
O  5.4542  4.662  16.7534
O  5.5164  5.7295  19.1093
O  6.9925  8.7646  12.5611
O  3.3025  1.8466  18.2103
O  5.7831  10.9221  11.6933
O  1.6828  9.6103  17.2361
O  0.4963  3.0379  14.7017
O  5.6385  0.3298  18.5312
O  8.6532  3.5209  13.1656
O  2.9208  5.2837  18.6368
O  7.7125  1.6445  19.612
O  6.8471  6.6874  10.0772
O  10.2224  7.297  21.229
O  5.3508  1.9023  16.4345
O  0.7225  4.7247  16.9576
O  1.0073  0.8124  18.6969
O  1.4132  5.6108  14.748
O  3.9253  4.1319  20.8569
O  8.0702  10.0565  18.8638
O  9.7439  9.2365  12.9763
O  10.3079  8.5777  18.9813
O  10.1579  10.6152  17.2569
O  1.3173  1.8553  10.3223
O  4.6662  1.4266  21.2205
O  10.6242  -0.0983  11.0516
O  3.6367  8.5022  18.6536
O  2.7438  7.3891  16.4058
O  8.3677  5.5915  22.0926
O  8.3457  7.4702  14.4866
O  6.8577  3.7277  21.0722
O  4.2095  8.726  11.8696
O  6.8665  4.8719  14.5729
O  3.8985  9.6066  21.0609
O  1.1306  3.4345  19.0483

Results
free energy: -53492.171 eV
free energy less fixed offsets of B -77.42, H -15.86, O -447.96, Si -113.29 eV per atom: -1.621 eV
gap between the highest filled and lowest empty level on this k mesh: 1.222 eV

The program warned: the cutoff lies below the one the program advises for these potential files; the model core charge is not resolved on the grid; the forces do not sum to zero within the program's tolerance; the exchange-correlation potential is rough where the density is thin.
